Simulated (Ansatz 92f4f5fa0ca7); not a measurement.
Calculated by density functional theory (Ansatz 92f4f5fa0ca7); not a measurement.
Periodic cell of 208 atoms, Si128O80, from a study of silicon, its oxide and their interface. The atomic structure is a simulated model.
Doubt: the cutoff is far below the 930 eV that the study's wrapper takes by default for these files, so forces and energies are approximate.
This geometry differs little from another in the collection (a relaxation step or a small displacement).

Settings
functional: PBE
potential files: Ansatz PAW
basis: plane waves
wave-function cutoff: 580 eV
density cutoff ratio: 5
exchange-correlation grid ratio: 1
k mesh: 1 x 1 x 1, Gamma-centred
self-consistency stop: 5e-08 eV per atom in the density residual
occupations: fixed
spin: none
net charge: 0

Cell vectors (angstrom)
a 10.938 0 0
b 0 10.938 0
c -3.0147 -3.1323 30.8079

Atoms and the computed forces on them: element, x, y, z (angstrom), force x, y, z (eV/angstrom)
Si -1.779 -4.264 23.4579 0.017 -0.0365 0.0527
Si 0.6915 -1.5039 23.296 0.0381 -0.0062 0.0671
Si -1.516 0.769 23.4079 -0.0033 0.0274 0.007
Si 1.3759 -7.4162 23.3205 -0.0331 0.0035 0.0194
Si -6.8829 -4.7729 23.4468 -0.0164 0.0198 0.0346
Si -4.0892 -2.1033 23.2811 -0.019 0.0119 0.0268
Si 3.6382 1.2949 23.2279 0.0124 -0.0269 0.0519
Si -4.6496 -6.9901 23.3474 0.0555 -0.0144 0.0446
Si -0.2781 -3.0705 24.7628 0.0105 -0.006 -0.02
Si 2.4612 -0.3901 24.4796 -0.0001 -0.008 -0.0104
Si -0.265 -8.5756 24.6129 -0.0114 0.0185 0.0075
Si 2.4705 -5.8989 24.7357 -0.0096 0.0236 -0.0106
Si -5.717 -3.1424 24.6553 -0.0205 0.0212 -0.008
Si -3.0633 -0.4423 24.6571 -0.0197 0.0123 -0.0061
Si 5.1685 2.36 24.6711 0.0054 -0.0245 -0.021
Si -3.0035 -5.8836 24.6492 0.0007 -0.0115 -0.0135
Si -1.6831 -1.7399 26.0786 0.0047 -0.0065 0.0306
Si 1.1099 0.9575 25.9738 0.0101 -0.0092 0.0076
Si -1.6351 -7.2424 26.0081 0.0014 -0.0027 0.008
Si 1.0951 -4.4937 26.0399 -0.005 -0.0091 0.0162
Si 3.8067 -1.7429 25.9546 0.0022 -0.0041 0.0105
Si 6.5392 0.9653 26.0057 0.0015 0.0111 0.0205
Si 3.8291 3.6898 26.0811 -0.0014 0.0001 0.0343
Si -4.3641 -4.5099 26.0372 0.0063 -0.0044 0.0274
Si -3.0147 -3.1323 27.3897 -0.0698 -0.1124 0.3556
Si -0.2802 -0.3978 27.3897 0.1256 0.2489 0.0115
Si -3.0147 -8.6013 27.3897 0.0329 -0.0935 -0.1782
Si -0.2802 -5.8668 27.3897 -0.0762 0.021 -0.0192
Si 2.4543 -3.1323 27.3897 0.1946 0.1809 -0.1491
Si 5.1888 -0.3978 27.3897 -0.2219 -0.0081 -0.2183
Si 2.4543 2.3367 27.3897 -0.115 -0.2846 0.1365
Si 5.1888 -5.8668 27.3897 0.1266 0.0562 0.26
Si 1.3673 -1.3673 3.418 -0.1519 -0.1564 0.1908
Si 4.1018 1.3673 3.418 0.0153 0.0237 0.0488
Si 1.3673 4.1018 3.418 0.1562 -0.0204 -0.4894
Si 4.1018 -4.1018 3.418 -0.141 -0.074 -0.2015
Si 6.8362 -1.3673 3.418 0.23 0.1517 -0.1111
Si -1.3673 1.3673 3.418 -0.1957 -0.1053 -0.038
Si 6.8362 4.1018 3.418 0.0616 -0.0217 0.157
Si -1.3673 -4.1018 3.418 0.0191 0.2007 0.1329
Si 2.7268 -0.0015 4.7784 0.0017 0.0098 -0.0203
Si 5.4777 2.724 4.8023 0.0005 0.0023 -0.0095
Si 2.7413 5.4343 4.7642 0.0042 -0.009 -0.0255
Si 5.4604 -2.7201 4.7336 0.0032 -0.0071 -0.0344
Si -2.7227 -0.0125 4.8268 0.0061 -0.0127 -0.0232
Si -0.002 2.7564 4.7265 0.0125 0.0008 -0.0276
Si 8.2111 5.4829 4.7931 -0.0116 0.001 -0.0167
Si -0.0198 -2.7284 4.8442 -0.0027 0.0011 -0.0127
Si 1.3569 1.406 6.078 0.0076 -0.0115 0.0208
Si 4.1271 4.0998 6.1638 0.0025 -0.0157 0.0041
Si 1.3288 -4.1999 6.1355 -0.0119 0.0272 0.0014
Si 4.0895 -1.3868 6.1137 -0.0327 0.0034 0.0125
Si -4.1328 1.3502 6.1977 -0.0126 0.0239 -0.0013
Si -1.327 4.1141 6.1216 -0.0163 0.0192 0.0015
Si 6.8259 -4.0561 6.103 0.0235 -0.0067 0.0209
Si -1.3437 -1.3403 6.297 0.0084 -0.0084 0.0163
Si -0.187 0.3879 7.5154 0.0143 -0.0394 -0.0626
Si 2.5208 2.9239 7.428 0.0337 -0.0181 -0.0425
Si 0.2541 -5.7966 7.5666 -0.0042 0.0123 -0.0081
Si 2.9688 -3.0625 7.3178 -0.0099 0.0188 -0.0211
Si 5.6028 -0.2443 7.503 -0.0073 0.0289 0.0005
Si -2.4885 2.5547 7.3917 -0.0437 0.0116 -0.0144
Si 5.2734 5.7346 7.4307 0.0184 -0.0293 -0.0228
Si -3.0709 -2.4713 7.4958 0.0304 -0.0208 -0.0598
Si -1.6475 -4.4995 28.7569 -0.0186 0.0118 0.0055
Si 1.087 -1.765 28.7569 -0.0076 0.0265 -0.0208
Si -1.6475 -9.9685 28.7569 0.0782 0.0297 -0.0061
Si 1.087 -7.234 28.7569 -0.0212 -0.0481 -0.027
Si 3.8215 -4.4995 28.7569 0.0791 0.0389 -0.0099
Si 6.556 -1.765 28.7569 -0.0265 -0.0892 -0.0215
Si 3.8215 0.9695 28.7569 -0.0623 -0.0257 0.0005
Si 6.556 3.704 28.7569 -0.0147 0.0574 0.001
Si -0.2802 -3.1323 30.1242 -0.0155 -0.027 -0.0259
Si 2.4543 -0.3978 30.1242 0.0354 0.0071 -0.0208
Si -0.2802 -8.6013 30.1242 -0.0398 0.0374 0.0018
Si 2.4543 -5.8668 30.1242 -0.0155 -0.0033 -0.0286
Si 5.1888 -3.1323 30.1242 -0.0154 0.0254 0.0019
Si -3.0147 -0.3978 30.1242 0.0038 0.0024 -0.0261
Si 5.1888 2.3367 30.1242 0.003 -0.0213 -0.0275
Si -3.0147 -5.8668 30.1242 0.0435 -0.0195 -0.0192
Si 1.3673 1.3673 0.6835 0.0428 -0.0121 0.0169
Si 4.1018 4.1018 0.6835 0.0125 -0.0461 0.0095
Si 1.3673 -4.1018 0.6835 -0.0254 0.0305 0.0119
Si 4.1018 -1.3673 0.6835 -0.0044 0.0125 0.0348
Si 6.8362 1.3673 0.6835 -0.0465 0.0129 0.0107
Si -1.3673 4.1018 0.6835 -0.0086 0.0143 0.0336
Si 6.8362 -4.1018 0.6835 0.0247 0.0069 0.0168
Si 9.5708 -1.3673 0.6835 0.0034 -0.0177 0.0091
Si 0 0 2.0507 -0.0431 -0.0224 0.0197
Si 2.7345 2.7345 2.0507 -0.055 0.0366 -0.0153
Si 0 -5.469 2.0507 0.103 0.0311 0.0148
Si 2.7345 -2.7345 2.0507 -0.03 -0.0751 0.0071
Si 5.469 0 2.0507 0.0754 0.0315 0.0193
Si 8.2035 2.7345 2.0507 -0.0096 -0.0505 0.0027
Si 5.469 5.469 2.0507 -0.0353 0.0108 0.0076
Si 8.2035 -2.7345 2.0507 -0.0084 0.0325 0.0112
Si -1.8818 2.0697 18.5283 -0.012 0.0095 -0.0085
Si 3.0515 -6.2357 18.4486 0.0015 0.0062 -0.008
Si -5.0351 -2.1106 20.2558 -0.0118 0.0094 0.0017
Si -0.8068 4.1552 13.0288 0.0002 0.0086 0.0059
Si 3.0842 -1.8929 14.8504 0.0016 0.0071 0.003
Si -2.089 -2.8216 15.2468 -0.0064 0.0023 -0.0018
Si 3.4066 2.142 12.5265 0.0093 -0.0104 -0.0006
Si 2.1619 -2.7756 10.2306 -0.018 0.0074 -0.0018
Si 4.2563 1.9511 17.9935 -0.0048 -0.0022 -0.009
Si 0.0262 -6.3654 18.3234 -0.0083 0.0099 0.0008
Si 3.5303 -4.0852 20.5247 -0.0011 0.0133 0.0011
Si -0.0152 -4.8903 10.587 -0.01 0.0094 -0.0025
Si 0.3152 1.2954 12.8438 0.0008 -0.0085 0.0058
Si 1.6401 -1.8143 20.46 0.0032 -0.0045 0.0077
Si 4.3404 4.9272 13.3641 0.0034 -0.0018 0.0084
Si 4.5239 0.8756 15.2369 -0.0073 0.0016 -0.0072
Si 4.1217 -3.0079 12.3311 -0.0021 0.0027 0.0078
Si 4.356 1.6368 9.5954 0.0014 0.0046 -0.0034
Si -0.4645 -6.0269 21.2947 0.0027 -0.0137 0.0061
Si 0.0058 -5.1266 15.4461 -0.0024 -0.0036 0.0005
Si 3.952 0.2018 20.4233 0.0118 0.0025 0.0148
Si -3.0822 -1.9288 17.8655 -0.0005 -0.0011 -0.0088
Si -2.7569 -8.2691 21.2973 0.0075 0.005 0.0136
Si 7.099 -2.8803 12.6023 0.0066 0.0018 0.0121
Si 3.0394 -4.6805 15.7705 0.0023 -0.0009 0.0032
Si 0.2255 -0.6414 15.4107 0 0.0014 -0.0001
Si -4.1164 0.8716 16.9884 -0.0012 0.002 -0.002
Si 0.175 -0.5441 10.3262 0.0046 0.0028 -0.0111
Si -0.3588 -0.4418 18.3835 0.0099 -0.0062 -0.0108
Si -2.0397 -2.6177 10.2998 0.0028 -0.0091 -0.0134
Si 6.634 3.8852 9.5077 -0.0124 -0.0026 0.0019
Si 7.1677 4.9149 12.4608 -0.0011 -0.0099 -0.0052
O 0.9102 -6.6154 21.949 -0.0048 0.0133 -0.0124
O -3.9599 -0.7169 17.2424 0.0036 0.0053 0.0065
O 5.176 -5.8589 22.8854 -0.0056 -0.0003 -0.029
O -1.1247 -3.7675 10.9989 0.0035 -0.0043 -0.0077
O -0.0809 4.5274 14.4472 0.0019 0.0041 0.0065
O -0.3795 -0.3089 22.9018 -0.0094 0.0026 -0.0227
O -0.3385 -5.3746 9.0536 -0.0073 0.0094 0.0265
O 4.4392 0.9337 21.8113 0.0131 -0.0127 -0.0429
O 0.6463 0.1739 8.9354 0.015 -0.0068 0.0519
O 3.6954 1.5214 16.5086 0.0018 -0.0011 0
O -5.1142 1.5393 18.0851 0.0038 -0.0018 0.0035
O 0.2213 -0.0141 16.9172 0.0005 -0.0012 -0.0016
O 4.8574 0.2444 8.9014 -0.0074 0.0006 0.0064
O -0.2673 -5.5917 19.7348 0.0041 -0.0008 -0.0174
O 1.4221 4.0395 7.9372 -0.01 0.0002 0.0207
O -1.4003 1.436 7.9222 0.0055 0.0022 0.0262
O 3.4863 1.2318 19.2436 -0.0015 0.0117 -0.0031
O 5.9842 5.2154 8.8269 0.0096 -0.0023 0.0138
O 1.8413 1.7786 12.6226 -0.0088 -0.0002 -0.0066
O 6.7584 -1.3301 7.9491 -0.0118 0.0079 0.0246
O 2.1815 -2.4762 8.6372 -0.0046 0.0012 0.0243
O 5.5669 -2.3541 12.6627 -0.0025 -0.0008 -0.007
O 7.8486 -2.0667 11.4115 -0.0132 0.0031 0.0053
O 5.0603 -0.7989 19.7588 0.0032 -0.0077 0.0146
O -1.5908 -1.4803 18.2882 -0.0067 -0.0026 0.008
O -0.1144 4.8785 11.7225 -0.0044 -0.0151 0.0068
O 7.1312 -4.4364 12.1609 -0.0013 0.0045 -0.0079
O 4.1988 1.5914 13.8294 0.0039 -0.0079 0.0144
O 3.0517 2.2055 8.8091 0.0075 -0.0113 0.0237
O 1.5678 -1.551 15.3095 -0.0046 0.0024 0.0003
O -0.2099 -5.4041 17.0366 0.0021 0.0008 -0.005
O 3.1606 -5.0645 17.3329 -0.0007 0.0035 -0.0045
O -2.8914 -3.0303 16.6667 0.003 -0.0027 -0.0002
O -1.5615 -7.1979 21.4686 -0.0019 0.0002 0.0073
O -4.1202 -7.6589 21.934 0.0009 -0.0112 -0.0194
O -1.1428 -4.1014 14.9462 0.0002 -0.0003 0.002
O -2.6811 -3.2146 8.9224 0.0119 -0.0086 0.0458
O 4.1195 -0.6903 15.1587 -0.0016 0.0043 -0.0008
O 3.6873 -2.7559 10.7875 0.0096 -0.002 -0.0026
O 0.895 -2.2536 21.8387 0.0054 -0.011 -0.0517
O 3.384 -5.5707 19.892 -0.0007 -0.0115 0.0017
O -4.8021 1.053 15.5132 0.0027 0.0001 -0.0017
O -1.1648 -1.3314 9.8551 0.0003 -0.0033 0.0016
O 3.7857 -5.8387 14.8896 -0.0018 0.0043 0.0076
O 5.9264 4.5353 13.4483 -0.0071 0.0021 -0.0003
O 2.6783 -0.6599 20.931 -0.0061 -0.0064 -0.0021
O 2.3973 -3.1202 19.8521 0.0037 -0.0005 0.0115
O -1.1442 -1.5003 15.2489 0.0014 0.0007 0.0001
O -0.987 -4.7267 22.0963 0.0134 -0.0014 -0.0258
O 0.2278 0.4993 14.2593 -0.001 -0.0023 0.0037
O 4.1207 -4.6137 12.5737 0.0002 -0.0017 -0.0032
O -0.1788 0.4314 11.5624 0.001 0.0162 0.0113
O 3.701 -3.1994 15.6171 0.0018 -0.0036 0.0016
O 4.1129 -4.1187 7.8867 0.0017 0.0045 0.03
O -2.6648 1.5928 17.1704 -0.0036 -0.0029 0.0079
O -4.5807 -1.6866 21.7676 -0.0127 -0.0007 -0.0377
O 5.558 2.6931 9.425 0.001 0.0029 -0.0116
O 5.0116 -3.4721 20.2507 0.005 0.0074 0.0103
O -0.8624 0.9291 19.1 -0.0017 -0.004 0.0101
O 3.0238 -2.2407 13.2586 0.0021 0.0008 0.0029
O -3.826 -2.4511 19.2149 0.0082 0.0005 0.005
O 1.5639 -6.9104 18.3773 0.0043 -0.0042 0.0085
O -2.9641 -8.553 19.7106 0.0058 -0.0071 -0.0189
O -2.9207 -3.2062 22.9433 -0.0088 0.0116 -0.0226
O 1.476 -4.2163 10.6069 0.0039 -0.0021 -0.0072
O -1.0138 -7.5776 18.1269 0.0032 -0.0048 0.012
O 7.7659 -2.6479 14.056 0.0047 -0.002 0.0032
O 1.3069 -1.5611 10.8944 0.0062 -0.0051 -0.0094
O 4.1464 -7.3833 18.1576 0.0029 -0.005 0.0108
O -2.3824 4.5152 13.1771 0.0064 -0.0008 -0.0052
O 7.0398 4.1451 11.044 0.0061 0.0097 0.0164
O 7.9638 3.3958 8.7198 -0.0012 0.0099 0.0122
O 3.5593 3.7683 12.5222 -0.0003 0.0081 -0.0052
O 0.7449 -1.1982 19.2756 -0.0106 0.007 0.0023
O 2.463 -8.5504 22.8099 -0.0015 0.0121 -0.0226
O -0.6932 2.5548 12.8761 0.0014 -0.0007 -0.009
O 4.0113 1.4488 11.1752 -0.0109 0.0044 0.0202
O 3.2854 -4.1454 22.1335 -0.012 0.0117 -0.0322
O -2.3197 1.3057 22.0707 -0.0082 0.0029 -0.0083
O 1.5 -4.5201 15.2677 0.0005 -0.0038 0.0032

Results
free energy: -126873.584 eV
free energy less fixed offsets of O -568.88, Si -635.61 eV per atom: -5.104 eV

The program warned: the cutoff lies below the one the program advises for these potential files; the exchange-correlation potential is rough where the density is thin.
